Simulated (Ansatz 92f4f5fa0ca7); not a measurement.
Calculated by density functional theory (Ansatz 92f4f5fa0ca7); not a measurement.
Periodic cell of 226 atoms, Si132O92As2, from a study of silicon, its oxide and their interface. The atomic structure is a simulated model.
Doubt: the cutoff is far below the 930 eV that the study's wrapper takes by default for these files, so forces and energies are approximate.
This geometry differs little from another in the collection (a relaxation step or a small displacement).

Settings: functional PBE; potential files Ansatz PAW; basis plane waves; wave-function cutoff 580 eV; density cutoff ratio 5; exchange-correlation grid ratio 1; k mesh 1 x 1 x 1, Gamma-centred; self-consistency stop 5e-08 eV per atom in the density residual; occupations fixed; spin none; net charge 0.

Cell vectors (angstrom)
a 10.938 0 0
b 0 10.938 0
c 0 0 31.9494

Atoms and the computed forces on them: element, x, y, z (angstrom), force x, y, z (eV/angstrom)
Si 10.631 0.0007 24.4316 -0.0036 -0.0073 -0.0023
Si 5.082 0.1275 24.6751 0.0023 0.0084 -0.0098
Si 2.8295 2.2944 24.5471 0.0144 0.0041 -0.0005
Si 8.5762 2.4335 24.5827 0.0024 -0.0001 -0.0071
Si 10.714 5.5866 24.3432 0.008 0.0128 -0.008
Si 5.1628 5.6138 24.461 -0.0019 -0.0068 -0.0016
Si 2.9968 7.9531 24.4243 -0.0001 -0.0046 -0.0141
Si 8.4251 7.8282 24.4324 0.0096 0.008 0.002
Si 1.2978 1.1318 25.851 -0.0006 0.0055 -0.0083
Si 6.8195 1.3279 25.7551 -0.0025 0.0017 -0.0028
Si 3.9915 4.0126 25.7461 0.006 -0.0017 -0.0061
Si 9.6944 4.0255 25.8611 -0.0014 -0.0012 -0.0025
Si 1.3433 6.7919 25.6791 -0.0014 0.0003 -0.001
Si 6.8094 6.7208 25.7618 0.0005 0.0035 -0.01
Si 4.0081 9.4696 25.9669 0.0025 0.0083 -0.0004
Si 9.4862 9.4419 25.8143 -0.0029 0.0036 -0.007
Si 2.6414 -0.1306 27.2981 0.0097 -0.0034 -0.0023
Si 8.1427 -0.0667 27.1588 0.0182 0.0033 -0.0034
Si 0.0841 2.6598 27.216 -0.0042 -0.0081 0.0065
Si 5.4587 2.7248 27.1246 -0.0142 -0.0128 -0.0021
Si 2.671 5.4173 27.1206 0.004 0.0098 0.0024
Si 8.1967 5.3697 27.143 0.0019 -0.0034 0.0112
Si 0.0142 8.151 27.1366 0.0026 -0.0024 -0.0031
Si 5.5183 8.1445 27.1868 -0.0007 -0.0041 0.01
Si 4.0877 1.3327 28.5066 0.0097 0.0009 -0.0001
Si 9.5463 1.33 28.5096 -0.0079 -0.0106 -0.0044
Si 1.3887 4.0696 28.5726 0.0074 -0.0056 0.0023
Si 6.8142 4.0641 28.5353 0.0019 -0.0065 0.0075
Si 4.0863 6.7849 28.4937 -0.0041 -0.0143 -0.0014
Si 9.5589 6.7856 28.4894 -0.0012 -0.0099 0.003
Si 1.2943 9.4805 28.6258 -0.009 -0.0133 0.0087
Si 6.8271 9.5353 28.5729 -0.0009 -0.0072 0.004
Si -0.0276 -0.0043 29.9175 0.0019 0.0109 -0.0063
Si 5.4622 -0.0038 29.9008 0.0036 -0.009 -0.0003
Si 2.7645 2.7147 29.9089 -0.0155 0.0099 -0.0031
Si 8.201 2.718 29.8916 0.0018 0.0025 -0.0008
Si -0.004 5.457 29.8945 0.0023 -0.0015 -0.003
Si 5.4624 5.4573 29.892 -0.0033 0.0116 -0.0005
Si 2.7506 8.1646 29.909 0.0099 0.0055 -0.0064
Si 8.2272 8.1771 29.894 -0.0042 0.0073 0.0008
Si 1.3673 1.3673 31.2657 0.0551 -0.0043 -0.0633
Si 6.8362 1.3673 31.2657 0.0625 -0.0242 -0.0077
Si 4.1018 4.1018 31.2657 0.1071 -0.0815 0.0832
Si 9.5708 4.1018 31.2657 -0.0798 -0.1156 -0.0597
Si 1.3673 6.8362 31.2657 0.0146 -0.1896 0.0472
Si 6.8362 6.8362 31.2657 0.0553 -0.0537 -0.107
Si 4.1018 9.5708 31.2657 -0.0444 -0.0979 -0.0263
Si 9.5708 9.5708 31.2657 -0.1624 -0.1625 0.1459
Si 2.7345 0 0.6835 0.0148 0.1194 0.0342
Si 8.2035 0 0.6835 -0.1085 0.0682 -0.0912
Si 0 2.7345 0.6835 0.025 -0.0093 -0.1152
Si 5.469 2.7345 0.6835 -0.0803 0.1086 0.1257
Si 2.7345 5.469 0.6835 -0.0914 -0.035 -0.0474
Si 8.2035 5.469 0.6835 -0.1222 0.0362 -0.1096
Si 0 8.2035 0.6835 0.0134 0.1439 0.0391
Si 5.469 8.2035 0.6835 -0.0859 0.1418 -0.0693
Si 4.0871 1.3885 2.0769 0.007 0.0047 -0.0204
Si 9.5834 1.3607 2.0388 -0.0275 0.0074 0.027
Si 1.3583 4.1073 2.0425 0.0136 -0.0327 -0.0191
Si 6.8144 4.1374 2.047 0.0143 -0.006 0.0235
Si 4.083 6.8536 2.0397 0.0145 -0.0054 0.0238
Si 9.5538 6.8487 2.0381 0.0033 0.005 -0.0203
Si 1.352 9.6096 2.0475 0.0043 0.006 0.0335
Si 6.778 9.6391 2.0341 -0.0154 0.007 -0.0091
Si 0.0142 0.0441 3.4612 0.0206 -0.0366 -0.0085
Si 5.4467 0.0495 3.4834 0.0029 0.0421 0.0203
Si 2.697 2.7548 3.438 0.0557 0.0275 0.0154
Si 8.2168 2.7594 3.3466 0.0094 0.0169 -0.0135
Si -0.0176 5.4644 3.3919 -0.0533 0.0279 -0.0105
Si 5.4431 5.5192 3.4295 0.0019 -0.0045 -0.0101
Si 2.732 8.2548 3.3863 -0.0367 0.0081 0.0098
Si 8.1627 8.2749 3.3172 -0.0179 -0.0679 -0.0019
Si 1.3484 1.4408 4.8866 -0.0878 -0.0555 0.0423
Si 6.9004 1.464 4.7714 0.011 0.0018 0.0144
Si 4.0449 4.1597 4.7874 -0.0349 0.048 -0.0341
Si 9.5547 4.0957 4.7506 -0.0267 -0.041 -0.0035
Si 1.3272 6.8837 4.6894 0.1449 0.0179 -0.0127
Si 6.7911 7.0078 4.7174 -0.0054 0.0018 -0.0006
Si 4.0328 9.6124 4.834 0.0108 -0.0952 0.0008
Si 9.513 9.574 4.7067 -0.035 0.1694 0.005
Si 2.6711 0.009 6.2437 -0.0131 -0.0232 0.0274
Si 8.3236 0.1096 6.1309 0.0402 -0.0385 0.0165
Si -0.0186 2.8575 6.2722 0.0389 0.0352 0.0155
Si 5.4889 2.8381 6.1138 0.0016 -0.0685 -0.0373
Si 2.7277 5.6472 6.1313 0.0049 0.0109 0.0018
Si 8.1583 5.5707 5.9353 0.0272 0.0132 -0.0425
As -0.0326 8.2466 6.0993 0.0687 0.0438 0.2788
Si 5.4917 8.3505 6.2213 0.0043 0.058 0.03
Si 4.3773 1.1783 7.3528 0.0658 0.0014 0.1912
Si 9.8004 1.2792 7.6447 -0.1122 0.0226 -0.0844
Si 1.1714 4.5393 7.4827 0.0672 -0.0383 0.0058
Si 6.5498 4.6023 7.2993 -0.0436 -0.0149 0.1378
Si 4.2592 6.827 7.5465 -0.0407 0.0372 -0.068
Si 9.6843 6.5854 7.3822 -0.0046 -0.0069 0.1337
As 1.2746 9.9218 8.1442 -0.0597 0.3752 -0.0675
Si 6.7226 9.9906 7.4668 0.0398 -0.0074 -0.0972
O 9.5881 1.2369 23.9936 0.004 0.0043 0.0083
O 4.1101 6.8019 23.955 0.0015 0.0082 0.0098
O 4.0196 1.2432 24.0415 -0.0003 -0.0044 0.0077
O 9.5445 6.7016 23.9066 -0.0008 -0.0018 0.0067
O -0.0284 5.6126 7.9516 -0.083 0.0739 -0.0638
O 5.5694 0.1574 7.9223 -0.1057 0.0415 -0.007
O 0.1166 0.4975 8.3831 0.2094 -0.3576 -0.0197
O 5.421 5.6797 7.8861 0.0487 -0.0256 -0.0272
O 7.5159 4.2005 8.562 -0.0049 0.0134 -0.0555
O 8.8136 7.1729 8.6588 0.0222 0.0096 -0.0266
O 2.6839 10.0013 9.4468 -0.2131 -0.1027 -0.1766
O 8.7229 1.8245 8.8023 0.0108 0.0222 -0.001
O 7.5852 9.5065 8.7946 0.0446 -0.0358 0.0382
O 3.6306 1.912 8.6111 0.0147 -0.0301 -0.0594
O 3.5008 7.4574 8.8974 0.0274 0.013 0.0342
O 2.0393 4.06 8.8148 0.0142 -0.0177 0.0071
O 8.1472 3.4906 23.3837 0.0021 0.0026 0.0095
O 0.4562 4.9355 22.9589 -0.0009 -0.0026 0.0114
O 1.9106 2.7487 23.2622 0.002 -0.0051 0.0127
O 5.8349 4.9059 23.1283 0.0019 0.0017 0.0095
O 5.533 9.9957 23.5125 -0.0058 0 0.0218
O 2.4591 8.6985 23.045 0.0025 0.0012 0.0106
O 0.195 10.0639 23.1007 0.0035 0.0022 0.0115
O 7.7964 8.5721 23.0921 -0.0019 -0.0011 0.0046
Si 8.6898 7.6833 18.4771 0.0025 -0.0004 -0.0183
Si 8.8627 6.3636 13.6597 0.0013 -0.0011 -0.011
Si 3.8426 1.5317 14.7443 -0.0066 0.0021 -0.0166
Si 2.1774 5.7383 17.6593 0.0029 0.0011 -0.0198
Si 2.4345 3.1327 19.5118 0.0065 0.0019 -0.0242
Si 9.904 9.0328 12.0896 -0.0088 0.0072 0.0124
Si 1.3432 9.4196 22.0994 0.0024 -0.0023 -0.0249
Si 9.2477 0.9654 13.2288 0.0014 0.0146 -0.0067
Si 1.4513 5.0595 13.042 0.0075 -0.0033 -0.0117
Si 1.8854 8.2581 12.8474 -0.0007 -0.0004 -0.0078
Si 6.6634 9.5521 22.4449 0.0022 -0.0056 -0.0251
Si 4.5692 4.5869 15.7478 0.0028 -0.002 -0.0158
Si 8.1498 3.1336 9.5948 0.0112 -0.0283 0.0447
Si 0.8708 8.2332 19.2909 0.0024 -0.005 -0.023
Si 6.9704 1.3446 21.1131 0.0007 -0.0001 -0.0248
Si 8.3174 8.3499 9.6854 -0.0236 0.0286 0.0081
Si 10.9341 5.2073 15.6335 0.0019 0.0033 -0.0209
Si 7.6188 9.5109 16.3748 0.0068 0.0023 -0.0145
Si 9.9481 2.0535 20.3163 0.0026 0.0009 -0.0264
Si 3.4221 8.6782 10.0467 0.1013 -0.0241 0.1062
Si 6.7312 3.3284 17.4411 0.0025 0.0021 -0.0194
Si 1.1823 0.2022 19.822 0.0038 -0.0024 -0.0213
Si 3.2364 2.8118 12.3206 0.0037 0.0087 -0.0085
Si 7.2427 5.3793 19.709 0.0024 0.0003 -0.0239
Si 5.9648 8.6236 11.6361 -0.0005 -0.0189 0.0094
Si 5.8657 6.0584 13.2768 0.0046 -0.0006 -0.0133
Si 4.6733 9.7004 17.6616 0.0005 -0.0014 -0.0179
Si 1.0312 3.5971 22.1897 0.0027 0.0004 -0.024
Si 4.919 1.4763 18.8272 0 0.0001 -0.0186
Si 3.174 3.1426 9.5449 -0.0193 0.0213 -0.0003
Si 6.5362 10.8318 13.8347 0.0106 0.0131 0.0011
Si 10.4014 0.1237 16.0133 0.0064 0.0023 -0.0145
Si 5.6432 3.6857 11.1903 -0.0007 -0.0026 0.0032
Si 9.8848 3.8959 11.9195 0.0036 -0.0001 0.0051
Si 2.3908 9.9203 15.5902 0.0035 0.0068 -0.0113
Si 6.1036 8.1052 19.8299 0.0028 -0.001 -0.0221
Si 6.9459 3.969 22.3955 0.0022 0.0025 -0.0216
Si 9.7908 2.7838 17.392 0.0034 0.0031 -0.021
O 7.2825 6.3509 14.0395 0.0014 -0.0002 0.0071
O 1.9161 7.0467 18.7105 0.0013 0.004 0.013
O 10.315 4.0483 16.5525 -0.0024 -0.0047 0.0129
O 6.2105 9.9666 17.1065 0.0017 0.0025 0.0078
O 10.2151 0.7045 14.5059 0.0022 -0.0022 0.0071
O 8.4694 6.099 18.8791 0.0017 -0.0003 0.0112
O 5.225 0.6879 14.4272 0.0092 -0.0024 0.0032
O 5.7477 2.0396 17.549 0.0023 -0.0017 0.0117
O 8.3632 1.937 20.5648 0.0023 -0.0029 0.0134
O 2.0114 4.2866 18.4229 0.005 -0.0063 0.0133
O 6.9353 2.8324 10.6556 -0.0006 0.0204 -0.0091
O 4.8695 2.7 12.2305 0.0109 0.001 0.0068
O 6.0717 4.3776 16.3817 0.0062 -0.0012 0.0118
O 4.5259 3.9964 10.0001 0.0108 0.0004 -0.0049
O 10.7025 2.7633 21.579 0.0026 0.0002 0.0148
O 9.7905 6.1879 15.0009 0.0056 0.0008 0.0101
O 6.0302 6.4695 19.8614 0.0029 0.0004 0.0104
O 4.1048 0.1607 18.3138 0.0047 0.0034 0.0093
O 9.3358 10.548 12.3146 0.0125 -0.0194 -0.0086
O 2.8841 4.3552 12.7537 0.0006 0.0045 0.0095
O 1.9227 10.7023 21.233 0.0029 -0.0003 0.014
O 4.014 2.7161 19.404 0.0023 -0.0004 0.01
O 0.7807 10.0502 16.0114 -0.0006 0 0.0095
O 1.2972 9.7921 18.8618 0.0033 0.0034 0.011
O 1.7333 1.6541 19.291 0.0013 -0.0023 0.0103
O 8.9946 10.3979 16.5525 0.0016 -0.0001 0.0058
O 4.9068 8.5679 18.8187 0.0076 -0.0033 0.0129
O 9.675 8.7885 10.4836 0.0328 0.0132 -0.0322
O 6.7764 4.0641 18.8908 0.0037 0.0029 0.0135
O 2.8651 1.7066 13.4311 0.0068 -0.0008 0.0099
O 5.8425 8.7602 21.2886 0.0041 0.0042 0.0158
O 2.523 2.4893 10.8965 -0.0068 -0.0097 -0.0076
O 7.6399 4.8449 21.1998 0.0034 -0.0022 0.0157
O 5.3552 7.4895 12.6551 0.0071 0.0059 0.0088
O 0.5314 9.064 12.4715 -0.0012 0.0044 -0.0223
O 7.6623 1.0734 13.6302 -0.0008 -0.0027 0.0068
O 7.1685 9.6495 14.8059 0.0057 0.0009 0.0013
O 9.0411 5.028 12.7328 0.0036 0.0011 0.0039
O 8.1313 8.0406 16.9528 0.0046 -0.0012 0.0142
O 6.2301 2.5689 21.9194 0.0032 0.0004 0.0123
O 2.4988 9.0563 14.1687 0.0077 -0.0022 0.0022
O 0.4665 4.4934 11.8647 0.0051 0.004 0.0064
O 0.8368 8.3075 20.9613 0.0039 0.0034 0.0166
O 9.3892 3.8368 10.3736 -0.0084 0.0045 -0.0111
O 9.7236 2.3804 12.5466 0.006 0.0058 0.0043
O 7.653 8.5422 19.4359 0.0009 0.0006 0.0116
O 2.763 8.1994 11.4749 0.0254 0.0279 -0.0628
O 4.0236 3.0494 15.3929 0.0051 0.0025 0.0084
O 0.8537 4.489 14.449 0.0021 0.0016 0.0128
O 10.0769 3.0055 18.9858 0.0037 -0.0025 0.0159
O 9.2346 7.8028 12.9596 0.0115 0.0095 -0.0023
O 10.5285 0.533 20.0881 0.0028 0.0009 0.0107
O 6.0625 5.0379 11.9988 0.0006 0.006 0.0034
O 8.1904 2.7303 17.0426 0.0044 0.0006 0.0107
O 3.5808 5.4621 16.7728 0.0002 0.0025 0.0093
O 4.961 9.0402 10.4317 -0.108 -0.0134 -0.0558
O 1.5719 6.6792 13.1826 0.0071 0.0036 0.0063
O 4.814 5.4931 14.3988 -0.0022 0.0012 0.009
O 2.0594 3.8468 20.9383 0.0002 0.0012 0.0165
O 10.6002 1.4253 16.9806 0.0048 0.0046 0.0093
O 1.0036 6.0656 16.5731 0.0065 0.0011 0.0126
O 7.3571 10.9451 21.9549 0.002 -0.0014 0.0137
O 5.9481 0.9017 19.9445 0.0074 -0.001 0.0145
O 6.2399 10.018 12.4479 0.0061 -0.0026 0.0018
O 2.9138 0.536 15.6302 0.0055 0.0041 0.0086
O 7.2577 7.9382 10.87 0.0022 0.0133 -0.0061
O 10.2758 7.9935 18.7211 0.0067 0.0007 0.0107
O 3.4882 9.1874 16.619 0.0111 -0.0006 0.0105

Results
free energy: -145947.281 eV
free energy less fixed offsets of As -4856.12, O -568.88, Si -635.61 eV per atom: 2.439 eV

The program warned: the cutoff lies below the one the program advises for these potential files; the exchange-correlation potential is rough where the density is thin.
